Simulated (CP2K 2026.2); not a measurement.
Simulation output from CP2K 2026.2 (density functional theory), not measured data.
Periodic cell of 1152 atoms, Si864O288, from a study of silicon, its oxide and their interface. The atomic structure is a simulated model.
Doubt: the forces sum to 1.44 eV/angstrom along one axis rather than to zero, so they err by at least 0.0013 eV/angstrom per atom on average; the grid cutoff is modest.

Settings: functional PBE; method Gaussian and plane waves; basis set DZVP-MOLOPT-SR-GTH; pseudopotentials GTH-PBE; grid cutoff 350 Ry, relative cutoff 50 Ry; k points Gamma only; occupations fixed; spin none; net charge 0.

Cell vectors (angstrom)
a 32.64 0 0
b 0 16.32 0
c -0.338 -0.116 38.8086

Atoms and the computed forces on them: element, x, y, z (angstrom), force x, y, z (eV/angstrom)
Si 1.3216 15.1116 0.1927 0.3852 -0.3372 0.6073
Si 3.2482 1.8381 38.5975 0.2849 -0.2546 0.7216
Si 1.4168 4.0908 0.4629 0.0424 0.0082 0.5667
Si 4.3944 6.5725 0.1481 -0.1125 0.1182 0.7018
Si 1.1286 9.6692 0.1034 0.1999 -0.0777 0.7407
Si 4.3638 12.0473 0.1723 -0.374 0.296 0.6169
Si 6.9705 14.3011 38.743 -0.169 0.1811 0.7319
Si 9.8484 0.873 0.1514 -0.0805 0.1883 0.8217
Si 6.5896 4.3563 0.2006 0.0108 -0.0726 0.6874
Si 9.3282 6.8471 0.7488 0.0607 0.1667 0.6085
Si 6.6058 9.7765 0.3143 0.3199 -0.4408 0.6593
Si 9.4817 12.2612 0.5209 -0.0566 -0.0107 0.5461
Si 11.9392 14.9246 0.3511 0.2406 0.0743 0.6531
Si 14.5816 1.5823 0.1474 0.1213 0.0448 0.7881
Si 12.4389 3.8565 0.0112 -0.2567 0.147 0.8717
Si 14.8146 6.4476 38.7357 -0.1483 0.0824 0.6812
Si 11.621 10.0507 0.1997 0.1473 0.0135 0.6955
Si 15.2194 12.1423 0.0978 -0.2021 0.0293 0.7376
Si 17.5419 14.8709 38.6052 -0.2144 0.1114 0.6651
Si 20.8567 1.1702 0.0159 -0.2487 0.009 0.6667
Si 17.1289 4.2554 38.6608 0.0496 -0.2508 0.6097
Si 20.4815 6.4755 0.0026 -0.0758 0.2735 0.6109
Si 17.2393 9.761 0.085 0.2137 -0.0049 0.6879
Si 19.9747 12.6513 0.0098 -0.002 -0.0418 0.7896
Si 22.553 14.9529 38.7488 0.1809 -0.0252 0.6185
Si 25.9138 0.8956 38.6762 -0.1736 0.1099 0.7677
Si 22.7407 4.251 0.0449 0.3351 -0.0289 0.6572
Si 25.1636 7.0462 38.4878 0.2367 -0.2646 0.7725
Si 22.9043 9.292 38.6313 -0.225 0.1458 0.6753
Si 26.1806 11.8752 0.0175 -0.0468 0.1994 0.7641
Si 28.1654 14.9878 38.6941 0.2033 -0.1949 0.6761
Si 31.7502 1.1162 0.1308 -0.5622 0.3582 0.6193
Si 28.5534 3.8784 38.711 -0.2528 0.0479 0.6802
Si 31.815 6.2254 0.0558 -0.062 0.2395 0.7311
Si 28.4966 9.7807 0.0833 -0.0515 -0.1418 0.663
Si 31.5684 11.8789 0.1987 0.0101 0.1827 0.7498
Si 2.8744 0.1304 1.2682 0.0493 0.0327 -0.0497
Si 5.3202 2.7481 1.298 0.0136 -0.0371 -0.0441
Si 2.8543 5.492 1.5703 0.0526 0.0228 -0.0254
Si 5.4754 8.1239 1.5167 0.0396 0.0035 -0.0508
Si 2.7204 10.8576 1.384 0.0101 -0.0232 -0.0689
Si 5.543 13.6562 1.3634 0.0083 -0.0113 -0.0949
Si 8.1691 16.1448 1.3677 -0.0272 0.0262 -0.0834
Si 10.8681 2.6532 1.3327 0.0252 0.0142 -0.0821
Si 8.0522 5.2967 1.7895 -0.0834 -0.0373 -0.0659
Si 10.7475 8.4069 1.6876 0.0834 -0.0054 -0.0516
Si 8.1326 10.8432 1.7147 -0.0401 -0.02 -0.0274
Si 10.781 13.6251 1.8372 0.0309 -0.0074 -0.0366
Si 13.5247 16.2796 1.4572 -0.0331 -0.032 -0.0561
Si 16.2886 2.7872 1.2319 -0.0172 0.036 -0.0204
Si 13.571 5.4626 1.3126 -0.0079 0.047 -0.0575
Si 16.1679 8.1548 1.3741 -0.011 -0.0334 -0.0148
Si 13.4927 10.9941 1.3283 0.0387 0.0026 -0.0643
Si 16.3991 13.7456 1.2955 0.0398 0.0345 -0.047
Si 19.0903 0.1068 1.2039 0.0253 0.0112 -0.07
Si 21.8054 2.698 1.5067 -0.0103 0.0074 0.0111
Si 18.9697 5.378 1.3707 -0.0308 -0.018 0.0053
Si 21.6915 8.1756 1.1386 -0.0185 0.0407 -0.0335
Si 18.8986 10.9693 1.2711 0.0107 -0.0308 -0.0398
Si 21.651 13.6581 1.3287 0.0049 -0.019 -0.0548
Si 24.558 16.259 1.1671 0.0001 0.016 -0.0521
Si 27.3496 2.669 1.163 -0.0184 0.0283 -0.0742
Si 24.4867 5.4739 1.0612 0.0025 0.0033 -0.0783
Si 27.1813 8.1379 1.1326 -0.0076 -0.014 -0.0582
Si 24.4702 10.8441 1.2533 -0.002 -0.009 -0.0043
Si 27.3123 13.5461 1.2327 0.0107 0.031 0.0082
Si 30.0027 16.304 1.2566 0.0317 0.0038 -0.0091
Si 0.022 2.6781 1.6032 -0.047 -0.0231 -0.0067
Si 29.9923 5.4626 1.3513 -0.0167 0.0034 -0.1217
Si 0.0468 8.0331 1.36 -0.04 0.001 -0.022
Si 29.9783 10.8355 1.5345 0.0192 -0.0216 -0.0328
Si 0.1126 13.5029 1.41 -0.0303 0.0147 -0.0624
Si 1.4602 1.2987 2.8099 0.0091 0.0155 0.0318
Si 4.1313 4.0504 2.8737 0.0021 -0.0005 0.0185
Si 1.418 6.8282 2.8335 -0.0053 0.0216 0.0141
Si 4.0444 9.4885 2.794 -0.0163 -0.0086 0.0465
Si 1.4376 12.2044 2.806 0.003 -0.0194 0.0403
Si 4.1941 15.0694 2.6713 -0.0412 -0.0365 0.0295
Si 6.7523 1.3077 2.6088 -0.0007 0.0151 -0.0278
Si 9.5506 3.9183 2.8471 0.0711 -0.0339 0.0356
Si 6.7584 6.8077 2.9887 -0.0308 0.034 0.0392
Si 9.4546 9.5933 3.1367 -0.0296 0.0123 0.0648
Si 6.7257 12.2778 2.8911 0.0043 -0.0043 0.071
Si 9.3918 15.0051 3.0171 -0.0301 0.0192 0.0413
Si 12.1928 1.3514 2.8057 -0.0342 0.0239 0.0364
Si 14.9546 4.1222 2.6942 -0.0131 -0.0076 0.003
Si 12.2181 6.8524 2.7212 0.0265 -0.0062 -0.0332
Si 14.7953 9.5277 2.7077 0.0197 0.047 -0.0044
Si 12.2799 12.249 2.9198 0.0047 -0.0445 0.0534
Si 14.9869 14.9813 2.7236 -0.0149 -0.029 0.0151
Si 17.6756 1.4204 2.5895 -0.0105 -0.0117 -0.0308
Si 20.3257 4.0214 2.7493 -0.0282 0.0109 0.0045
Si 17.644 6.8361 2.6852 0.0015 -0.0085 0.0048
Si 20.3579 9.5645 2.5342 -0.0139 0.0036 -0.0019
Si 17.6472 12.327 2.72 -0.0038 -0.0073 0.0225
Si 20.3675 15.0532 2.688 -0.0217 0.0029 0.0279
Si 23.2772 1.3269 2.6633 0.0332 -0.0499 0.0273
Si 25.8993 4.0892 2.4484 -0.0206 0.0082 -0.0146
Si 23.1024 6.808 2.5215 0.0013 -0.0201 0.0205
Si 25.8356 9.4665 2.6088 -0.0013 -0.0064 0.0209
Si 23.0956 12.2471 2.5796 -0.0107 0.0038 -0.0151
Si 25.8801 14.8938 2.5772 -0.0014 -0.0101 0.0275
Si 28.6326 1.3393 2.639 -0.0029 -0.0291 0.0059
Si 31.2317 4.0622 2.8034 -0.0133 -0.0223 0.0549
Si 28.5623 6.842 2.5927 -0.0303 0.0276 0.0266
Si 31.3157 9.3826 2.7665 0.0467 -0.0151 0.0353
Si 28.6127 12.276 2.7456 -0.0117 0.0219 0.0089
Si 31.3218 14.9111 2.6705 -0.0315 0.002 0.0184
Si 0.0336 16.2543 4.081 -0.0133 0.0214 -0.0073
Si 2.7381 2.6985 4.1868 0.0318 0.005 -0.017
Si 0.0104 5.4237 4.1144 -0.0325 0.0335 -0.0344
Si 2.7202 8.1771 4.2135 0.0171 -0.0186 0.0005
Si 0.0304 10.8211 4.1044 -0.0104 -0.0174 -0.0589
Si 2.799 13.6486 4.0629 0.0094 0.0246 -0.0655
Si 5.4761 0.0304 4.1331 0.0207 0.0136 -0.0253
Si 8.1217 2.6006 4.1175 -0.0313 -0.0058 -0.0056
Si 5.4179 5.4161 4.2758 -0.0057 0.0003 0.0059
Si 8.1141 8.1448 4.3463 -0.0196 -0.0066 0.004
Si 5.3772 10.8703 4.1845 0.0321 -0.0303 -0.031
Si 8.0752 13.5903 4.2966 0.0051 -0.0009 -0.013
Si 10.8444 0.0478 4.2314 0.0161 0.027 -0.0025
Si 13.6067 2.7435 4.0869 0.0237 -0.0221 -0.0443
Si 10.8898 5.4244 4.0949 -0.0242 0.0257 -0.0203
Si 13.5531 8.1566 4.1457 -0.0503 0.0508 0.0081
Si 10.9049 10.9478 4.3229 0.0258 0.0068 0.0015
Si 13.6611 13.6433 4.1668 -0.017 0.0126 -0.0182
Si 16.3512 0.0487 4.0234 0.0482 0.0014 -0.0053
Si 18.9867 2.6883 4.0846 -0.0032 0.0156 0.0271
Si 16.3088 5.4675 4.0701 -0.0025 -0.0088 -0.0173
Si 19.0436 8.2103 3.9806 -0.0127 -0.0022 -0.0085
Si 16.2507 10.9101 4.0218 -0.0219 0.0173 -0.0411
Si 19.0438 13.6527 4.0631 0.0201 -0.0019 -0.013
Si 21.8152 0.0287 4.0146 -0.0313 0.0232 -0.0089
Si 24.5886 2.7609 3.9515 0.0259 -0.0233 0.003
Si 21.7601 5.4556 3.9569 0.0249 0.0157 -0.0212
Si 24.4611 8.1204 3.9627 0.0192 -0.0223 -0.0247
Si 21.7425 10.8785 3.9437 -0.0078 -0.0183 -0.001
Si 24.4805 13.579 3.9597 0.0176 0.0427 -0.0032
Si 27.2257 16.2895 3.9593 0.0054 0.007 -0.0027
Si 29.9003 2.6783 4.1075 0.0171 -0.0398 0.0095
Si 27.2111 5.4233 3.9172 0.0091 -0.0203 -0.0047
Si 29.8893 8.1139 4.0857 -0.0027 0.0046 0.0144
Si 27.1923 10.8599 3.992 -0.0232 -0.022 -0.01
Si 29.9644 13.618 4.0936 -0.0066 -0.0006 0.0043
Si 1.3521 14.9795 21.7297 -0.0131 0.0323 -0.0005
Si 4.1159 1.4105 21.8013 0.0086 0.0124 -0.0068
Si 1.3469 4.15 21.8226 0.0154 -0.0135 0.0058
Si 4.0405 6.8089 21.8602 0.0019 0.0054 0.0111
Si 1.3411 9.5071 21.8737 0.0024 0.0157 0.0127
Si 4.0693 12.2491 21.8455 -0.0261 -0.0185 0.0094
Si 6.8014 14.9731 21.8363 0.0294 0.003 0.0136
Si 9.5221 1.3653 21.8309 0.0099 -0.0056 0.0064
Si 6.76 4.0876 21.8621 0.005 -0.0256 0.0076
Si 9.4737 6.7942 21.8227 -0.0147 -0.0028 -0.0038
Si 6.7788 9.5224 21.8746 0.0008 0.0163 0.0095
Si 9.5063 12.2346 21.8262 -0.004 -0.0254 0.0094
Si 12.2653 14.9575 21.7575 0.0111 -0.016 0.0025
Si 14.996 1.3005 21.7055 -0.0007 -0.0045 0.0015
Si 12.2067 4.0485 21.7582 0.0012 -0.0135 0.0012
Si 14.9523 6.7816 21.7239 0.0017 -0.0144 -0.0027
Si 12.2276 9.5323 21.7808 0 -0.0031 -0.0082
Si 14.9661 12.2474 21.7591 0.0024 -0.0008 0.0087
Si 17.6913 14.9095 21.7198 -0.0115 -0.0096 0.0142
Si 20.4457 1.3436 21.6243 0.0058 -0.0333 -0.0036
Si 17.7152 4.0859 21.6572 -0.0004 0 -0.0128
Si 20.4363 6.7834 21.646 -0.013 -0.0043 -0.0036
Si 17.6673 9.5312 21.6867 0.0005 0.0045 -0.0015
Si 20.3851 12.1757 21.7251 -0.0158 -0.0083 0.0127
Si 23.0806 14.9334 21.6224 -0.0097 -0.0021 0.0218
Si 25.8634 1.3776 21.6434 0.0192 -0.0056 0.0067
Si 23.1838 4.1051 21.6868 0.0046 0.005 0.0258
Si 25.8389 6.8535 21.741 -0.0098 0.0134 0.0148
Si 23.1089 9.4798 21.7101 0.0182 -0.0166 0.0081
Si 25.8273 12.1756 21.6259 -0.0169 0.0292 -0.0098
Si 28.5532 14.9693 21.6584 0.0133 0.0003 0.0127
Si 31.2748 1.4179 21.6694 0.0007 0.0157 -0.0025
Si 28.576 4.1649 21.7162 0.012 0.0267 0.0117
Si 31.2738 6.826 21.8738 0.0123 -0.0104 0.0232
Si 28.5518 9.5015 21.801 -0.0267 0.0195 0.0228
Si 31.2793 12.2012 21.7284 -0.0172 0.0044 -0.0089
Si 2.7324 0.0246 23.0612 -0.0207 -0.0104 -0.0124
Si 5.3997 2.7617 23.2806 -0.0373 -0.0228 0.017
Si 2.6896 5.4763 23.2695 -0.0276 -0.0276 -0.0041
Si 5.3882 8.1625 23.233 0.014 0.0031 0.004
Si 2.707 10.8852 23.221 0.0308 0.0177 0.0107
Si 5.4457 13.6089 23.2011 0.0028 -0.0073 0.0286
Si 8.132 0.0444 23.2076 0.0028 0.025 0.0093
Si 10.9258 2.6796 23.1999 0.0197 0.0045 0.0586
Si 8.1113 5.4457 23.2199 0.0181 0.0389 0.0349
Si 10.8633 8.1634 23.1316 0.0138 0.012 -0.0026
Si 8.1451 10.895 23.2356 -0.0142 0.0171 0.0182
Si 10.8981 13.6242 23.1231 0.012 -0.0079 -0.0092
Si 13.6753 -0.0565 23.117 0.0077 -0.0033 0.0101
Si 16.3917 2.681 22.9751 -0.0051 -0.0089 0.0423
Si 13.5588 5.4303 23.0679 0.0113 0.0154 0.0015
Si 16.3281 8.1651 23.0289 -0.0076 -0.0156 0.0068
Si 13.5953 10.907 23.1238 -0.0175 0.0054 0.0169
Si 16.3256 13.5896 23.1482 0.006 0.0301 0.0063
Si 19.1408 -0.0589 22.9696 0.0224 0.0073 0.0059
Si 21.8278 2.6879 22.9648 0.0096 0.0077 -0.012
Si 19.1071 5.428 22.9968 0.0001 0.023 0.0191
Si 21.7182 8.1343 23.0656 0.006 0.0026 0.0337
Si 19.001 10.8318 23.1164 0.0159 -0.03 -0.0011
Si 21.7799 13.5418 23.02 0.0028 0.0289 0.0288
Si 24.4391 0.0131 22.9096 0.0095 -0.0051 -0.0111
Si 27.2227 2.7648 22.9857 -0.0117 -0.0257 -0.0015
Si 24.4593 5.5336 23.0942 -0.0432 -0.0159 0.0387
Si 27.1946 8.1429 23.1934 -0.0119 -0.0199 0.0225
Si 24.5251 10.8072 23.0259 0.0176 -0.0006 -0.0102
Si 27.1743 13.5529 22.926 0.0151 -0.0144 -0.0032
Si 29.9094 0.0579 22.9761 -0.0319 -0.009 0.0083
Si -0.0861 2.7913 23.0829 -0.0236 0.0159 0.0288
Si 29.8627 5.4874 23.2183 -0.0342 -0.0377 0.0594
Si -0.0281 8.1811 23.2987 -0.0086 0.018 0.0263
Si 29.9399 10.8626 23.1334 0.0381 0.0051 0.0455
Si -0.0155 13.5911 23.0417 0.0132 -0.0127 -0.0023
Si 1.3797 1.4623 24.3053 0.0364 0.0235 -0.0234
Si 4.0285 4.1405 24.6956 0.0194 -0.0021 0.0023
Si 1.3096 6.7822 24.6867 -0.0019 0.0027 -0.0111
Si 4.056 9.5256 24.6313 0.0341 -0.0084 -0.0353
Si 1.2977 12.2881 24.4889 0.0041 0.0117 -0.0406
Si 4.0306 14.9949 24.4817 0.0004 -0.0017 -0.0256
Si 6.7417 1.3593 24.6343 0.0221 -0.0116 -0.0215
Si 9.4999 4.0464 24.5171 -0.0001 -0.0346 -0.0511
Si 6.7078 6.7862 24.6239 -0.0189 -0.0192 -0.0192
Si 9.5522 9.5115 24.5447 0.0023 -0.0028 -0.0041
Si 6.7989 12.2794 24.6287 -0.0141 -0.0073 -0.035
Si 9.5733 15.0091 24.481 0.0175 -0.0025 -0.0114
Si 12.3905 1.2899 24.5206 -0.0434 0.0355 -0.0469
Si 14.964 4.002 24.2765 -0.0242 -0.0086 -0.0446
Si 12.1953 6.7739 24.47 -0.0087 -0.0323 -0.029
Si 14.926 9.4579 24.4096 0.0236 -0.0023 -0.0293
Si 12.2806 12.3262 24.5051 0.0338 0.0183 0.0027
Si 15.0244 14.9698 24.5753 -0.0396 0.0086 0.0134
Si 17.8493 1.3566 24.2743 0.0213 -0.0286 -0.0351
Si 20.5129 4.0578 24.3037 0.0217 0.0223 -0.0319
Si 17.7675 6.8297 24.3158 0.0314 0.045 -0.0475
Si 20.298 9.3883 24.468 -0.0749 -0.0531 -0.0311
Si 17.6659 12.2058 24.4951 0.0062 0.0052 0.0054
Si 20.4609 14.9161 24.3871 0.0006 0.0055 -0.0423
Si 23.181 1.3648 24.3481 -0.0063 -0.0299 -0.0268
Si 25.9384 4.1891 24.318 0.0065 0.0286 -0.0558
Si 23.042 6.8545 24.5156 0.0262 -0.0196 -0.0364
Si 25.8286 9.5223 24.5227 -0.0186 0.0235 0.0031
Si 23.1289 12.1145 24.3275 -0.0025 0.0219 -0.0367
Si 25.7209 14.8705 24.1635 -0.0485 -0.0619 -0.0424
Si 28.5412 1.3849 24.3419 0.038 0.0275 -0.0313
Si 31.1411 4.0207 24.5532 0.0206 -0.0314 -0.0581
Si 28.5452 6.8638 24.6763 0.0284 -0.0059 -0.0344
Si 31.2371 9.5762 24.6679 -0.0207 -0.0058 -0.0251
Si 28.5443 12.2938 24.3448 -0.0487 0.0373 -0.0137
Si 31.2622 15.0107 24.2882 0.0111 -0.0049 -0.0339
Si 0.0969 -0.0087 25.5086 0.0286 -0.0129 0.0187
Si 2.5088 2.783 25.8971 -0.0132 -0.0037 0.0386
Si -0.1763 5.3972 25.9477 -0.0246 -0.0006 0.0352
Si 2.6476 8.2168 26.0389 -0.0244 0.0302 0.0618
Si -0.1003 11.1 25.956 -0.0487 0.0189 0.0196
Si 2.7008 13.6024 25.8258 0.0069 0.0275 0.0207
Si 5.2589 0.0353 25.9435 -0.0067 0.0626 0.0488
Si 8.1425 2.7251 25.9545 0.0019 -0.0096 0.0229
Si 5.378 5.4806 26.1569 0.0359 0.0235 0.0816
Si 8.1736 8.1122 25.8939 0.0024 0.0145 0.0121
Si 5.4673 10.8499 26.0313 0.0617 -0.0094 0.0033
Si 8.2311 13.7368 25.8831 -0.0259 -0.0394 0.0416
Si 10.962 -0.0319 25.8757 0.0611 0.0343 0.0536
Si 13.843 2.6522 25.8249 0.0068 -0.0806 0.0179
Si 10.8927 5.3897 25.8576 0.0042 0.0455 0.0491
Si 13.581 8.0853 25.809 -0.0363 -0.0043 0.03
Si 10.9413 10.9429 25.8425 -0.0032 -0.0084 -0.0016
Si 13.6175 13.6405 25.9944 -0.0026 0.0053 0.0695
Si 16.5327 0.1025 25.7147 -0.0037 -0.0403 0.057
Si 19.272 2.6438 25.6417 0.0087 -0.0167 0.0774
Si 16.4026 5.3609 25.4424 0.0119 -0.019 0.0293
Si 19.0061 8.0215 25.9609 0.0121 0.0224 0.08
Si 16.2733 10.8012 25.789 -0.0029 0.0085 0.0837
Si 19.0553 13.5944 25.795 -0.0012 0.0467 0.0467
Si 21.946 16.2218 25.71 0.0223 0.0095 0.0751
Si 24.5157 2.8949 25.5621 -0.0496 0.0021 0.0581
Si 21.6816 5.3867 25.8317 0.0119 0.0235 0.037
Si 24.3957 8.2316 25.906 -0.0293 0.01 0.0686
Si 21.7012 10.7858 25.6528 0.0249 0.0097 0.0563
Si 24.5114 13.4798 25.6161 0.0237 -0.0305 0.0054
Si 27.0343 -0.0232 25.3774 0.0305 -0.011 -0.016
Si 29.8236 2.5399 25.9514 0.0077 0.0322 0.047
Si 27.2145 5.3429 25.9341 0.0558 -0.032 0.0654
Si 29.8649 8.275 26.1573 -0.011 0.0144 0.0357
Si 27.2819 10.913 25.7762 0.0487 -0.0114 0.0526
Si 29.8012 13.8185 25.6352 -0.0564 -0.0197 -0.0243
Si 1.5205 15.215 27.007 -0.1223 -0.2336 -0.764
Si 3.5883 1.2141 27.2213 0.3497 0.1476 -0.7472
Si 0.7482 3.6925 27.262 0.2925 0.1504 -0.8026
Si 4.0046 6.9394 27.5187 0.1036 -0.038 -0.7345
Si 1.4359 9.8871 27.2385 -0.2545 -0.2577 -0.7044
Si 3.7868 12.0282 27.1746 0.3465 0.2117 -0.7285
Si 6.7375 15.0251 27.1696 -0.066 -0.0006 -0.738
Si 9.8689 1.6241 27.1107 -0.3285 -0.27 -0.7413
Si 7.0518 4.2672 27.3857 -0.2172 -0.1071 -0.6408
Si 9.2688 6.495 27.1836 0.1884 0.0622 -0.744
Si 7.2301 9.7624 27.2679 -0.4737 -0.3216 -0.5677
Si 9.4011 12.1341 27.1754 0.3501 0.3513 -0.5872
Si 12.3206 15.0914 27.4086 -0.0406 -0.1261 -0.7844
Si 15.7049 1.7959 27.1048 -0.308 -0.0558 -0.7898
Si 12.1724 3.761 26.9827 0.1706 0.3017 -0.7812
Si 15.2222 6.7486 26.8434 -0.3176 -0.1039 -0.6588
Si 12.4586 9.7172 27.1238 -0.1612 -0.2214 -0.6674
Si 14.7048 11.8824 27.1421 0.0933 0.2721 -0.8429
Si 18.1164 15.3484 27.0526 -0.2175 -0.2631 -0.7914
Si 20.4839 1.1201 27.0113 0.1918 0.2199 -0.7106
Si 17.7925 4.0377 26.7337 0.03 0.0105 -0.5761
Si 19.9515 6.1941 27.2541 0.1214 0.2877 -0.7281
Si 17.254 9.1389 27.1201 0.4512 0.2139 -0.7728
Si 20.6709 12.3938 26.962 -0.2809 -0.1266 -0.6573
Si 23.0022 14.5283 26.9901 0.2624 0.3491 -0.7121
Si 25.7517 1.353 26.685 0.0834 0.1616 -0.6524
Si 23.4054 4.3407 27.0126 -0.2053 -0.0651 -0.7529
Si 25.5898 6.5786 27.0608 0.1181 0.143 -0.7452
Si 22.8748 9.5527 27.2271 0.1677 -0.1174 -0.7012
Si 26.1667 12.5353 26.9599 -0.2619 -0.221 -0.771
Si 28.1519 14.957 26.8722 0.2432 0.1785 -0.6732
Si 31.5009 1.2114 26.9932 -0.1908 -0.0409 -0.5878
Si 28.752 4.1113 27.3941 -0.357 -0.3466 -0.6763
Si 30.912 6.5106 27.3439 0.2653 0.2604 -0.6616
Si 28.8462 10.1122 27.3616 -0.2576 -0.4088 -0.6473
Si 30.944 12.4832 27.1049 0.3162 0.0998 -0.6647
Si 0.9016 11.9383 34.8279 -0.0109 0.0353 0.0332
Si 31.7803 14.99 28.7683 -0.0378 0.0473 -0.2782
Si 23.2686 3.7087 29.9916 0.0985 0.0505 -0.0325
Si 17.6893 3.0669 35.8415 0.0005 0.012 -0.0665
Si 8.2143 10.2263 32.9564 0.0364 -0.0051 -0.0666
Si 7.8984 5.7744 35.5025 0.0887 0.1058 0.1371
Si 5.2662 5.9971 31.9091 0.0235 0.0027 0.1672
Si 16.8626 8.1649 34.4966 0.0616 -0.0387 0.1559
Si 0.7212 7.244 31.6381 0.1182 -0.1417 -0.1459
Si 12.6837 5.4384 33.8766 -0.0239 0.0505 -0.0246
Si 15.5809 13.2753 29.7905 -0.021 0.0746 -0.0702
Si 10.6797 8.454 36.541 -0.0914 -0.1058 0.0723
Si 9.3958 1.5398 36.0564 0.0179 -0.0996 0.0612
Si 18.3586 1.6498 33.3694 0.0074 0.0265 0.1195
Si 11.054 9.9073 33.7505 -0.0319 0.1568 -0.0037
Si 14.0928 0.757 34.3762 0.0073 -0.0479 0.1321
Si 18.4836 4.3606 33.3029 -0.1584 0.0618 0.184
Si 20.8513 -0.0004 32.2578 0.1248 -0.0927 -0.0656
Si 19.0534 10.5865 31.9361 0.0735 -0.0415 -0.0752
Si 22.9527 11.8657 31.2748 -0.0523 -0.0047 -0.0066
Si 17.3057 15.4416 32.682 0.1091 -0.1241 -0.0645
Si 14.1642 7.5165 35.8369 -0.0112 0.0329 0.049
Si 13.4413 5.5543 28.8832 0.0894 -0.0154 0.0273
Si 21.9783 0.186 34.7671 -0.0226 -0.1177 -0.069
Si 27.2757 0.5078 28.9631 -0.0839 -0.1022 -0.1834
Si 24.2593 3.809 34.1811 0.0109 0.1166 0.004
Si 28.4679 7.7469 31.3864 0.0981 -0.0222 -0.0862
Si 8.0729 7.163 32.9271 -0.0269 -0.0206 -0.0995
Si 31.3816 6.8889 35.9137 0.0336 -0.0505 0.0988
Si 8.2242 1.7181 31.629 0.0287 -0.0991 0.0428
Si 31.1643 3.5741 31.5747 -0.035 0.0339 0.0777
Si 4.2897 1.9836 35.6001 -0.1628 0.0194 0.1994
Si 27.4453 8.2603 34.1005 -0.0612 0.1716 -0.0859
Si 1.5698 12.3814 31.7967 0.062 0.0062 0.1065
Si 25.7561 3.8579 31.4851 0.0015 -0.0453 -0.1067
Si 29.6632 12.3604 32.2152 -0.1289 -0.0161 -0.0813
Si 3.8607 15.6315 34.1464 -0.0109 -0.0207 0.1059
Si 30.1653 13.6236 36.7709 -0.0735 -0.0085 0.0354
Si 0.2869 14.7092 36.2045 0.0177 -0.115 0.1305
Si 10.4087 14.7506 32.3566 -0.0577 0.0979 -0.0387
Si 1.4 2.4099 32.1768 0.0152 0.0047 0.0266
Si 4.4528 13.7318 32.0428 -0.116 -0.0892 0.0785
Si 10.8879 7.315 32.0361 -0.1785 -0.0493 0.1338
Si 6.9907 3.2326 36.1591 -0.0631 0.0756 0.1432
Si 5.892 11.9882 34.2598 0.0038 0.0108 -0.0006
Si 31.8374 14.4044 31.6995 0.0609 -0.0871 0.0515
Si 5.5471 13.011 29.3533 -0.012 -0.0996 -0.107
Si 0.8848 16.0865 33.802 0.0074 0.0297 -0.0699
Si 6.8291 10.2169 30.1981 0.0986 0.0107 -0.0056
Si 21.396 2.6846 36.5871 0.04 -0.0558 0.2603
Si 10.4913 5.5809 37.1642 0.0246 -0.032 0.0077
Si 8.2582 16.118 33.9615 0.0879 -0.1088 -0.0173
Si 11.3427 7.6717 28.9944 -0.1192 0.0968 -0.0057
Si 15.9794 0.5121 36.6146 0.3011 -0.1074 0.1093
Si 18.0535 8.901 29.9777 -0.0766 -0.0969 -0.0305
Si 24.1349 6.2118 31.2944 0.0737 -0.0618 -0.1027
Si 15.1623 13.2319 32.5982 0.0529 0.0016 0.0548
Si 24.7996 10.9494 29.1315 -0.1491 -0.0184 -0.0639
Si 20.439 12.5452 29.8623 0.0135 -0.0527 -0.163
Si 21.9258 1.2872 29.8344 -0.0143 -0.0458 -0.1198
Si 25.8025 8.0247 29.7192 -0.0807 -0.0393 -0.0599
Si 24.303 13.3532 36.6402 -0.0914 0.0227 0.0466
Si 19.1357 11.7292 34.773 -0.088 -0.0747 0.2
Si 2.744 8.3933 36.8446 0.0082 -0.0636 0.1246
Si 16.3169 11.2521 34.6152 -0.0466 0.0695 0.2193
Si 19.8274 14.5591 34.0916 0.0727 0.1031 -0.0735
Si 24.4167 16.1389 28.8315 0.1835 -0.0669 -0.0217
Si 1.6984 9.7026 30.1529 -0.0802 0.0269 -0.047
Si 18.6614 8.1455 36.8739 -0.0966 -0.0687 0.0063
Si 28.5136 10.4419 30.4399 -0.0566 0.1059 -0.1828
Si 28.4452 2.8 30.3558 -0.0082 0.1003 -0.2128
Si 27.0073 11.1837 32.7966 0.0439 0.0733 -0.059
Si 3.6032 11.131 36.216 0.0551 0.1617 0.0622
Si 30.9022 6.342 30.3536 -0.0389 0.076 -0.1149
Si 29.4941 9.1065 36.1215 0.0416 0.0288 0.0906
Si 28.0567 3.3594 35.8573 0.0602 0.065 0.1684
Si 30.6231 11.554 34.785 0.1186 0.0863 0.029
Si 25.514 1.7603 35.686 0.0847 -0.13 0.2151
Si 6.1305 14.5748 35.7017 0.0613 0.0159 0.1463
Si 6.2346 3.5558 30.3709 0.03 -0.0536 -0.1656
Si 10.241 13.8691 29.4532 0.1249 -0.0011 -0.0075
Si 3.5385 2.6082 30.118 -0.1605 -0.0776 -0.0942
Si 11.1378 1.4698 32.1016 0.0238 -0.1191 0.0237
Si 4.5235 8.3188 30.1285 0.1174 -0.0509 -0.0346
Si 8.4296 0.0797 29.1478 0.0647 0.1014 -0.0302
Si 3.2278 4.3986 33.8531 0.0883 -0.0872 -0.1201
Si 7.6797 8.1133 37.2489 -0.0205 0.0236 -0.1239
Si 11.8988 2.5855 34.9394 0.049 0.0632 -0.0542
Si 14.5305 -0.0644 29.1875 -0.1013 0.024 -0.1673
Si 17.1321 6.583 31.7889 -0.0396 0.1169 -0.1068
Si 18.1572 14.4397 29.9564 0.034 0.0242 -0.0925
Si 22.7317 7.1852 33.9717 0.0221 -0.0543 -0.0575
Si 12.7574 14.3383 34.136 -0.0175 0.0759 0.0234
Si 20.9827 7.9971 29.3513 0.0634 -0.0946 -0.0921
Si 12.9328 13.0094 36.9419 -0.0203 -0.0385 0.036
Si 21.5757 9.0763 32.0224 0.059 -0.0015 -0.1049
Si 14.0256 1.8581 31.5272 -0.0356 0.0342 -0.0139
Si 24.8735 15.4015 34.9361 0.0079 0.0184 -0.0997
Si 13.376 10.6005 35.3606 0.0932 -0.0226 -0.0839
Si 2.1219 5.2555 29.4974 -0.1022 0.0644 -0.0691
Si 25.1166 6.6131 35.4264 0.0794 -0.0188 0.1814
Si 20.7418 10.4269 36.8308 0.1649 0.0135 0.0017
Si 21.3121 4.637 34.3666 0.1426 -0.013 0.126
Si 30.3652 4.4572 34.5476 0.003 -0.2272 0.0994
Si 14.5466 4.7739 31.5057 -0.0859 -0.0496 0.0209
Si 24.4449 12.8798 33.6986 0.1433 0.018 0.1343
Si 1.5748 6.8133 34.6939 -0.0937 0.0982 -0.0438
Si 30.4397 2.5495 36.8222 0.1008 0.0089 -0.0602
Si 1.3901 14.929 5.4584 -0.0024 0.0122 -0.0108
Si 4.1063 1.3547 5.5196 0.0142 -0.0056 0.0003
Si 1.3535 4.0695 5.4957 -0.0154 -0.0194 -0.0012
Si 4.0448 6.7917 5.5739 0.0007 -0.0034 -0.0011
Si 1.3526 9.524 5.5378 -0.0094 0.0122 0.0019
Si 4.0588 12.27 5.5117 0.0081 0.0069 -0.0167
Si 6.7531 14.993 5.582 -0.0139 0.0106 0.0021
Si 9.4792 1.3603 5.5777 -0.0359 -0.0286 -0.0031
Si 6.827 4.0241 5.5188 0.009 -0.0049 -0.0179
Si 9.5397 6.7415 5.5429 0.0255 -0.0058 0.0007
Si 6.7383 9.5438 5.5953 -0.0275 0.0193 -0.0112
Si 9.5074 12.2901 5.621 0.0098 -0.0147 0.0063
Si 12.2542 14.9849 5.5056 -0.0103 -0.0137 0.0009
Si 14.9814 1.3795 5.422 -0.0069 0.0006 -0.0041
Si 12.2583 4.0977 5.4732 -0.0022 -0.0158 -0.0429
Si 14.9647 6.8147 5.4573 0.0051 -0.0178 -0.0116
Si 12.2384 9.4986 5.5665 0.0063 -0.0082 0.012
Si 14.9801 12.2445 5.4903 -0.0141 -0.032 -0.0084
Si 17.6853 14.9999 5.419 -0.0242 0.0071 -0.012
Si 20.4247 1.3592 5.3909 -0.0004 -0.006 -0.0142
Si 17.6596 4.0905 5.4254 -0.0198 -0.011 0.0019
Si 20.4088 6.8256 5.3362 -0.0069 -0.0008 -0.0095
Si 17.6644 9.551 5.3588 0.0042 -0.0032 -0.0259
Si 20.4156 12.2457 5.3596 0.0262 0.0072 -0.0135
Si 23.1393 14.9435 5.3546 0.016 -0.0091 -0.0028
Si 25.8915 1.3633 5.3371 0.0138 -0.0007 -0.0052
Si 23.1505 4.0885 5.3063 -0.0105 0.0012 -0.0219
Si 25.842 6.7698 5.3187 0.0023 -0.0009 -0.019
Si 23.1081 9.5114 5.3181 -0.0072 0.0075 -0.0167
Si 25.8264 12.2209 5.3484 0.0056 -0.0018 -0.0122
Si 28.5657 14.9697 5.398 -0.0038 0.031 -0.0032
Si 31.302 1.3241 5.4261 0.0224 -0.0115 -0.0093
Si 28.5257 4.0781 5.3831 -0.0171 0.0117 -0.0102
Si 31.2634 6.7714 5.4527 0.0061 0.0106 -0.0064
Si 28.5445 9.5212 5.395 0.0031 0.0125 0.0107
Si 31.2979 12.2121 5.4314 0.009 -0.0048 -0.0142
Si 2.7224 -0.0172 6.84 -0.0019 -0.0071 -0.0041
Si 5.4524 2.7037 6.8905 -0.0112 -0.0043 -0.0082
Si 2.6837 5.4229 6.8886 -0.0084 0.0245 0.0017
Si 5.4034 8.1554 6.9241 0.0066 0.0045 -0.0014
Si 2.7037 10.9035 6.8729 -0.0204 0.0096 -0.0068
Si 5.4036 13.6078 6.9031 0.0086 0.0036 -0.0052
Si 8.1424 -0.0018 6.9306 0.026 -0.0101 0.0103
Si 10.8805 2.7543 6.8532 -0.0383 0.0211 -0.0191
Si 8.1707 5.3924 6.8869 0.0308 -0.0121 -0.0037
Si 10.8745 8.1323 6.8962 0.0053 0.0012 -0.0044
Si 8.1405 10.8891 6.9224 0.008 -0.0029 -0.0074
Si 10.9025 13.6474 6.9087 -0.0263 0.0097 -0.0008
Si 13.6276 0.0326 6.8222 -0.0013 0.0031 -0.008
Si 16.3204 2.7325 6.801 0.0039 0.0263 0.0013
Si 13.6133 5.4535 6.8308 -0.0017 0.0125 -0.001
Si 16.3431 8.186 6.7742 -0.0138 0.0076 0.0008
Si 13.6216 10.8848 6.8611 -0.0071 0.0042 -0.0081
Si 16.3457 13.6275 6.8033 0.0074 0.0059 0.0002
Si 19.0682 0.011 6.7713 0.0164 -0.0137 0.006
Si 21.7904 2.7442 6.7104 -0.0101 0.0014 0.0036
Si 19.0598 5.462 6.7299 -0.0046 -0.0052 -0.002
Si 21.7613 8.17 6.715 0.0058 -0.0082 -0.0018
Si 19.039 10.897 6.7287 -0.0051 0.0166 -0.0138
Si 21.7805 13.5919 6.7303 0.0051 -0.0089 0.0034
Si 24.502 0.0067 6.6974 -0.0142 0.0203 -0.0051
Si 27.2008 2.7099 6.7548 0.0037 -0.0113 0.0106
Si 24.4881 5.4313 6.7071 0.013 -0.0073 0.0068
Si 27.1831 8.1353 6.7198 -0.0047 0.0037 0.0057
Si 24.4658 10.8637 6.7071 0.0072 -0.0061 0.0038
Si 27.1909 13.5876 6.7232 0.0028 0.0006 -0.0036
Si 29.923 -0.0107 6.783 -0.0046 -0.0079 0.0035
Si -0.0109 2.6928 6.8167 -0.0048 -0.0017 0.0016
Si 29.896 5.4093 6.7792 0.0095 -0.021 0.0039
Si -0.0317 8.142 6.8337 0.0012 0.0049 -0.0064
Si 29.9106 10.8682 6.7753 -0.0115 0.0001 -0.0084
Si 0.0157 13.569 6.8065 0.0249 -0.0197 -0.0113
Si 1.3575 1.3497 8.1849 0.0014 0.0104 -0.0078
Si 4.0738 4.0709 8.223 0.008 0.0047 -0.0076
Si 1.326 6.7985 8.2139 -0.0139 -0.027 0.0025
Si 4.0504 9.5364 8.2445 0.0167 -0.0014 -0.0048
Si 1.3425 12.2437 8.2205 -0.0081 -0.0046 0.0196
Si 4.0495 14.9625 8.2442 -0.013 -0.017 0.0161
Si 6.79 1.3598 8.2703 0.0111 0.0058 0.0119
Si 9.5343 4.0722 8.253 0.0057 0.0294 0.0176
Si 6.799 6.7796 8.2258 0.002 0.0067 -0.0152
Si 9.509 9.5053 8.239 -0.012 -0.0193 -0.0019
Si 6.7824 12.258 8.2555 0.0108 0.0106 -0.0032
Si 9.5248 14.9754 8.265 0.0094 0.0076 0.0123
Si 12.2495 1.3774 8.1871 0.0094 -0.0189 -0.0048
Si 14.9671 4.0834 8.1753 -0.0041 -0.0251 0.0056
Si 12.2594 6.7888 8.2219 -0.0257 -0.0028 0.0146
Si 14.993 9.5188 8.1803 0.0021 0.0116 0.0073
Si 12.2538 12.2418 8.2183 -0.0164 -0.0088 -0.0025
Si 14.9753 14.9728 8.17 -0.0179 -0.0169 0.0032
Si 17.701 1.3689 8.1345 -0.0052 -0.0015 -0.0011
Si 20.4219 4.094 8.0864 0.0193 0.0139 -0.0064
Si 17.6995 6.8068 8.1171 0.0114 0.0074 -0.0056
Si 20.3997 9.525 8.0865 0.0006 -0.0064 0.0019
Si 17.7067 12.2497 8.1336 0.0051 0.0048 0.0102
Si 20.4231 14.9503 8.1084 -0.015 -0.0035 0.0036
Si 23.1372 1.3623 8.0717 -0.0039 -0.0041 0.0033
Si 25.8305 4.0743 8.0966 -0.011 -0.0193 0.0086
Si 23.1277 6.8017 8.0716 -0.0046 0.004 0.0007
Si 25.8297 9.508 8.0798 -0.0065 -0.0035 -0.0009
Si 23.1296 12.2281 8.0912 -0.0068 0.004 0.0078
Si 25.8433 14.9621 8.0837 0.0064 -0.0024 -0.0003
Si 28.5657 1.3611 8.1288 0.023 0.0269 0.0048
Si 31.2606 4.0614 8.155 -0.0068 -0.0032 0.0018
Si 28.5418 6.7938 8.114 0.0012 0.0107 -0.0012
Si 31.2548 9.518 8.1662 0.0026 0.009 0.0081
Si 28.5479 12.2421 8.1127 0.0083 -0.0027 0.004
Si 31.2826 14.9449 8.144 -0.0061 0.0175 -0.01
Si -0.0089 -0.0148 9.5271 0.008 -0.0096 0
Si 2.7103 2.7054 9.562 -0.0019 -0.0126 0.0015
Si -0.0293 5.4202 9.5384 -0.0063 0.0138 0.0037
Si 2.6919 8.1581 9.5734 -0.0202 0.0191 0.0024
Si -0.0233 10.8685 9.5435 0.0001 -0.0013 0.0012
Si 2.6971 13.5972 9.5885 -0.0045 0.0107 0.0033
Si 5.4214 -0.0064 9.6008 0.0042 0.0041 -0.0016
Si 8.1637 2.7206 9.6039 0.0025 -0.0125 0.0088
Si 5.4316 5.4323 9.5819 -0.0012 -0.0048 -0.0003
Si 8.1492 8.1461 9.5884 0.0162 -0.001 0.0093
Si 5.4251 10.8852 9.5968 -0.0045 -0.0058 -0.0014
Si 8.1569 13.6066 9.6025 0.0148 -0.01 0.0051
Si 10.8968 0.0285 9.5775 -0.0277 -0.0035 0.0016
Si 13.6071 2.7316 9.5459 -0.0126 0.0329 -0.0013
Si 10.8917 5.4441 9.5877 0.0001 -0.0003 0.0147
Si 13.6222 8.1674 9.5477 0.0024 -0.0063 0.0018
Si 10.8816 10.8795 9.569 0.006 0.0091 0.0029
Si 13.6179 13.6151 9.5468 -0.0044 0.0085 0.004
Si 16.341 0.0144 9.5115 0.0098 0.003 0
Si 19.0644 2.7384 9.4711 -0.0038 -0.0027 0.0033
Si 16.3399 5.4542 9.5011 -0.0045 0.0025 0.0024
Si 19.0545 8.1685 9.4737 -0.004 -0.0005 0.0036
Si 16.3473 10.8951 9.5137 -0.0002 -0.0058 0.0012
Si 19.0638 13.6055 9.4884 0.0141 -0.0071 0.0061
Si 21.7805 0.0059 9.4518 0.0001 0.0006 -0.0017
Si 24.481 2.7128 9.4593 -0.0004 0.0115 0.01
Si 21.7754 5.4482 9.4536 -0.0087 -0.0055 0.0065
Si 24.4778 8.1552 9.4514 0.004 -0.0016 0.0056
Si 21.7623 10.8775 9.4551 0.0025 0.0134 0.0081
Si 24.4874 13.5982 9.4496 -0.0058 -0.0012 0.0006
Si 27.2002 -0.01 9.4691 0.0008 0.0026 -0.004
Si 29.9117 2.7074 9.5144 0 -0.0136 0.0118
Si 27.1887 5.4304 9.4699 -0.0003 -0.0072 0.0068
Si 29.8946 8.1468 9.5003 0.0055 -0.0005 0.0018
Si 27.1887 10.8691 9.458 0.0051 -0.0026 -0.0044
Si 29.9118 13.5896 9.4939 0.0062 -0.0108 -0.0024
Si 1.3401 14.9669 10.9226 0.003 -0.0058 0.0053
Si 4.0648 1.3612 10.9422 -0.0012 -0.0012 0
Si 1.3466 4.075 10.903 -0.0012 0.0062 -0.0059
Si 4.0669 6.8015 10.9249 0.0107 0.008 -0.0072
Si 1.3386 9.5231 10.9182 -0.0114 -0.0013 0.0069
Si 4.0663 12.2446 10.945 -0.005 0.0076 0.0031
Si 6.7921 14.9623 10.9532 0.0029 0.0021 0.0028
Si 9.5266 1.3633 10.9484 0.0116 0.0087 0.0114
Si 6.794 4.0825 10.9459 0.0099 0.0038 -0.0013
Si 9.52 6.7984 10.9406 0.0056 0.0003 0.0046
Si 6.7891 9.5153 10.9391 -0.0006 -0.0012 -0.0033
Si 9.52 12.2334 10.9358 -0.0142 -0.0074 0.0018
Si 12.2503 14.9652 10.913 -0.0014 -0.0007 -0.0045
Si 14.9737 1.3625 10.8833 -0.0107 -0.0164 -0.0068
Si 12.2497 4.0761 10.9259 -0.0093 -0.0074 0.0098
Si 14.9775 6.7952 10.8872 0.0028 -0.0008 0.0007
Si 12.2489 9.5175 10.9114 -0.0045 -0.0035 0.0014
Si 14.9761 12.2409 10.8845 0.0021 -0.0023 0.0022
Si 17.6969 14.9606 10.8549 -0.005 -0.009 -0.001
Si 20.4168 1.3621 10.8229 0.0002 -0.0016 -0.0023
Si 17.6981 4.0842 10.8487 0.0029 0.0038 -0.004
Si 20.4126 6.8001 10.8267 0.0106 0.002 0.0004
Si 17.6978 9.5171 10.8563 0.0047 0.0039 0.003
Si 20.4159 12.2343 10.8366 -0.0068 -0.0016 0.0018
Si 23.1318 14.9592 10.8169 -0.0004 -0.0009 0.0001
Si 25.8434 1.3563 10.8264 -0.001 -0.0027 -0.0001
Si 23.1252 4.079 10.8199 -0.005 -0.0058 -0.0007
Si 25.835 6.7992 10.8244 0.0004 0.0046 -0.0011
Si 23.1226 9.517 10.8171 -0.0096 -0.0086 -0.0022
Si 25.8414 12.2388 10.8217 0.0033 0.0065 -0.0027
Si 28.5583 14.9588 10.8478 0.0051 0.0134 -0.0043
Si 31.2758 1.3531 10.8798 -0.0003 0.013 -0.0036
Si 28.5497 4.0815 10.8496 0.0141 0.0012 0.0033
Si 31.2585 6.7986 10.8766 0.0011 -0.0102 0.005
Si 28.5446 9.5225 10.845 -0.0044 0.0019 0
Si 31.2629 12.2431 10.8826 -0.0038 -0.0025 0.0033
Si 2.7072 -0.0027 12.2894 -0.0066 0.0013 0
Si 5.4317 2.7205 12.2961 -0.0005 -0.0014 0.0003
Si 2.7068 5.4347 12.2703 -0.009 -0.0082 -0.0017
Si 5.4254 8.158 12.2916 -0.0014 0.0022 0.0051
Si 2.7046 10.8768 12.2844 0.0012 -0.0037 -0.0026
Si 5.4318 13.5994 12.3034 0.0029 -0.0051 -0.0017
Si 8.1586 0.0037 12.2998 0.006 -0.0013 -0.0022
Si 10.8836 2.7281 12.2933 -0.0059 0.0066 0.005
Si 8.154 5.4439 12.2993 -0.0001 0.0035 0.0043
Si 10.8827 8.1662 12.2816 -0.0078 0.0011 0.0024
Si 8.1537 10.8763 12.2922 0.015 -0.0011 0.0031
Si 10.8827 13.6053 12.2749 -0.0014 0.0053 0
Si 13.6106 0.0098 12.2561 0.0006 0.0019 0.0003
Si 16.3337 2.732 12.2246 0.0006 0.0093 -0.001
Si 13.6115 5.4462 12.262 0.0001 -0.0007 -0.002
Si 16.3332 8.1645 12.2299 -0.0027 0.004 -0.0013
Si 13.6081 10.8864 12.2534 -0.0019 0.0057 -0.0015
Si 16.3337 13.6073 12.2273 0.0024 0.0041 0.0005
Si 19.0561 0.0083 12.1989 -0.0011 0.0027 -0.0025
Si 21.7687 2.7211 12.1879 -0.0019 0.0038 -0.0005
Si 19.0531 5.4464 12.2028 -0.0054 -0.0012 0.0007
Si 21.7692 8.1592 12.1866 0.0004 0.0037 0.0057
Si 19.0546 10.8802 12.2057 0.005 0.0019 0.0043
Si 21.7745 13.6008 12.1858 -0.0027 -0.0002 -0.0014
Si 24.4876 -0.0054 12.1864 0.0024 -0.0026 -0.004
Si 27.2 2.7113 12.2006 -0.005 0.0001 0.0008
Si 24.4837 5.4363 12.1856 -0.0004 -0.0033 0.0022
Si 27.192 8.1561 12.1964 0.0011 -0.004 0.0014
Si 24.4823 10.8782 12.1811 0.0002 0.0033 -0.0022
Si 27.2002 13.5918 12.1987 0.0052 -0.0099 -0.001
Si 29.9168 -0.0103 12.2282 0.0037 -0.0029 0.002
Si -0.0064 2.7099 12.2536 0.002 -0.0133 0.0019
Si 29.9084 5.4333 12.2254 -0.0084 0.0035 0.0035
Si -0.019 8.1505 12.2523 0.0007 -0.0005 -0.0003
Si 29.906 10.8732 12.2241 0.0043 0.0003 -0.0011
Si -0.0165 13.5945 12.2611 0.0024 0.0059 -0.0005
Si 1.3533 1.3663 13.6351 0.0098 0.0017 0.0039
Si 4.0699 4.087 13.6425 0.0052 0.0031 -0.0042
Si 1.3497 6.8027 13.6197 -0.0035 0.0127 -0.0005
Si 4.0683 9.5217 13.6465 -0.008 0.0077 0.0047
Si 1.3515 12.2466 13.6308 -0.0041 0.0048 0.0016
Si 4.0736 14.9644 13.6528 0.0003 0.0026 0.0039
Si 6.7953 1.364 13.6546 0.0069 -0.0009 0.0013
Si 9.5139 4.082 13.6516 0.0032 -0.005 0.0037
Si 6.7883 6.8039 13.6537 0.0056 -0.0001 0.0025
Si 9.5139 9.5174 13.6466 -0.0006 0.0019 0.0031
Si 6.7948 12.2361 13.6543 -0.0012 -0.0012 0.0015
Si 9.5195 14.9562 13.6447 -0.0065 -0.0058 0.0001
Si 12.2459 1.3577 13.6298 -0.0075 -0.0044 -0.0033
Si 14.9692 4.0769 13.6051 -0.0047 -0.0011 -0.0008
Si 12.239 6.7962 13.6277 0.0028 -0.0005 -0.0003
Si 14.9622 9.5121 13.5981 0.005 -0.008 0.0022
Si 12.2394 12.2362 13.6222 0.0038 -0.0028 0.0014
Si 14.9655 14.9561 13.5963 -0.0026 -0.0022 -0.0029
Si 17.6906 1.3599 13.5693 -0.0072 -0.006 -0.0029
Si 20.4085 4.0771 13.5554 0.0008 -0.0074 -0.0022
Si 17.6882 6.7942 13.5773 0.0077 -0.0016 0.0008
Si 20.4101 9.5125 13.5553 -0.0018 -0.0044 0.0006
Si 17.6871 12.2326 13.5699 -0.0053 -0.0022 -0.0016
Si 20.4106 14.956 13.5484 -0.0021 -0.0035 -0.0023
Si 23.1281 1.3563 13.5441 0.0014 0.0022 -0.0003
Si 25.8456 4.0804 13.5505 0.006 -0.0059 -0.0033
Si 23.1278 6.7984 13.546 0.0008 -0.0024 -0.0023
Si 25.8404 9.5226 13.5511 0.0003 -0.0036 -0.0015
Si 23.1281 12.2369 13.5465 -0.0027 0.0068 0.0006
Si 25.8447 14.9577 13.5547 -0.0081 0.0097 0.0014
Si 28.5633 1.3622 13.5753 0.0039 0.0042 -0.0026
Si 31.2762 4.0836 13.5951 0.0051 0.0045 -0.0051
Si 28.5565 6.8074 13.568 0.0053 -0.0024 0.0002
Si 31.2713 9.5249 13.5966 -0.0055 0.0024 0.0026
Si 28.5567 12.2416 13.5777 -0.0041 0.0074 0.0014
Si 31.2735 14.9631 13.6116 -0.0003 -0.0008 0.0036
Si -0.0009 -0.0019 14.9827 0.0004 -0.0008 0.0027
Si 2.7172 2.7246 14.9995 -0.0066 0.0002 0.0054
Si -0.0065 5.4402 14.9692 -0.0031 -0.0167 -0.0026
Si 2.7074 8.1571 14.9947 -0.0017 -0.0091 0.0021
Si -0.0041 10.8741 14.9717 0.005 -0.0008 -0.0049
Si 2.7163 13.5984 15.0025 0.0012 -0.0006 -0.002
Si 5.4377 0.0033 15.013 -0.0002 0.0008 -0.0002
Si 8.1505 2.7265 15.014 -0.0004 0.0019 0.0043
Si 5.4251 5.4456 15.0106 -0.0052 -0.0059 0.0036
Si 8.1476 8.1643 15.0126 0.0025 0.0002 0.0027
Si 5.4316 10.8775 15.0112 0.0052 0.0002 -0.0009
Si 8.1562 13.6002 15.0084 0.0083 0.0019 0.0007
Si 10.8795 0.0027 14.9924 0.0063 0.0086 -0.0014
Si 13.6002 2.7273 14.9757 0.0043 -0.0023 0.0032
Si 10.8715 5.4475 14.9998 -0.0044 0.0043 -0.0005
Si 13.5968 8.1619 14.9738 -0.0049 0.0046 -0.0014
Si 10.8731 10.8839 14.9942 -0.0063 0.0033 -0.0023
Si 13.5999 13.6026 14.9656 0.0011 0.0055 0.0009
Si 16.3225 0.0062 14.9356 -0.0001 -0.0055 -0.0036
Si 19.0479 2.7206 14.9238 -0.0063 0.0069 -0.0017
Si 16.3251 5.4433 14.9529 0.0014 0.0025 0.0013
Si 19.0474 8.1595 14.9227 0.0016 0.0074 0.004
Si 16.3221 10.8794 14.939 0.0002 0.0098 -0.0001
Si 19.0474 13.5979 14.9119 -0.0003 0.0044 -0.003
Si 21.7694 -0.0057 14.9042 -0.0037 -0.0001 -0.006
Si 24.4877 2.7176 14.9021 -0.0041 -0.0038 -0.007
Si 21.768 5.4413 14.9066 0.0001 -0.0027 -0.0007
Si 24.4881 8.1575 14.9066 0.0014 0.0041 -0.0004
Si 21.7695 10.874 14.9059 0.0005 0.0027 0.0021
Si 24.4855 13.5943 14.9105 0.0096 -0.0055 0
Si 27.2062 -0.0062 14.9222 0.0001 -0.0036 -0.0065
Si 29.9248 2.7193 14.947 -0.0024 -0.0004 -0.0005
Si 27.2074 5.4379 14.9154 -0.0057 0.0033 -0.0045
Si 29.9156 8.1599 14.9422 -0.0009 -0.0056 -0.0016
Si 27.2004 10.8734 14.925 0.0021 0.0002 -0.0009
Si 29.9189 13.5907 14.9555 0.0025 -0.0006 0.0039
Si 1.3641 14.9668 16.3549 0.0057 0.0021 0.0026
Si 4.0827 1.3718 16.3674 0.0084 -0.009 -0.0032
Si 1.3603 4.0987 16.3438 0.0027 0.0006 -0.0029
Si 4.0666 6.8095 16.3701 -0.0032 0.0098 -0.0026
Si 1.3544 9.5244 16.3486 -0.009 0.0132 -0.0013
Si 4.0785 12.2427 16.3702 -0.0042 0.0006 0.0035
Si 6.7991 14.9617 16.3727 0.0035 -0.0042 -0.0004
Si 9.5168 1.3594 16.3585 0.0038 -0.0143 -0.0067
Si 6.7834 4.0868 16.373 0.003 0.0083 -0.0043
Si 9.5029 6.7989 16.3684 0 -0.0011 -0.0012
Si 6.7854 9.5201 16.3805 -0.0023 0.0096 0.0049
Si 9.5109 12.2368 16.3666 0.0016 -0.0034 0.003
Si 12.2366 14.953 16.3385 -0.0042 -0.0051 -0.002
Si 14.9594 1.3523 16.3127 -0.0008 0.0009 -0.0037
Si 12.2305 4.079 16.3457 -0.0084 0.0032 -0.003
Si 14.9532 6.7927 16.3223 -0.0024 -0.0002 0.0025
Si 12.2263 9.5114 16.3426 0.0086 -0.0047 0.0024
Si 14.9535 12.2264 16.3069 0.0042 -0.007 -0.0032
Si 17.6795 14.9507 16.2711 -0.0111 0.0077 -0.0048
Si 20.4092 1.3482 16.2659 0.0047 -0.0072 0.0043
Si 17.6862 4.0725 16.2953 0.0009 -0.0069 0.0022
Si 20.4084 6.7961 16.2713 0.0002 -0.0088 -0.0037
Si 17.6795 9.5118 16.2853 0.0013 -0.0147 -0.007
Si 20.4002 12.2265 16.2606 -0.0031 0.0021 -0.0041
Si 23.1215 14.9516 16.2655 -0.0075 0.0146 0.0035
Si 25.8499 1.3659 16.2654 -0.0016 -0.0029 -0.0011
Si 23.1333 4.0816 16.2558 0.0092 -0.006 -0.0005
Si 25.8562 6.8041 16.2647 0.012 -0.0165 -0.0067
Si 23.1278 9.5132 16.2644 0.0005 -0.0011 0.0004
Si 25.8412 12.2348 16.2751 -0.012 0.0127 -0.0032
Si 28.5619 14.9615 16.2985 -0.0042 0.0071 0.0032
Si 31.2873 1.3754 16.3258 0.0039 0.0003 0.001
Si 28.5738 4.0978 16.2897 0.0024 -0.0049 -0.0039
Si 31.2779 6.8131 16.3144 -0.0009 0.016 -0.0034
Si 28.565 9.5238 16.2957 -0.0026 0.0051 0.0016
Si 31.2843 12.2362 16.3252 0.0037 0.0018 0.0021
Si 2.7281 0.0088 17.7214 -0.0048 0.0071 -0.0013
Si 5.4325 2.7308 17.7447 -0.0061 0.0023 0.0033
Si 2.706 5.4545 17.7298 -0.0062 -0.0092 -0.005
Si 5.4204 8.1634 17.7468 -0.0059 -0.0119 -0.0002
Si 2.723 10.8707 17.7212 0.0022 0.0024 -0.0043
Si 5.4406 13.6025 17.7364 0.0055 0.0014 -0.0021
Si 8.162 0.0049 17.7294 0.0096 0.0183 -0.0023
Si 10.8646 2.7275 17.7163 0.0038 -0.0034 0.0051
Si 8.1321 5.4505 17.7374 0.0031 -0.0076 -0.002
Si 10.8624 8.1608 17.7204 -0.0098 0.0089 -0.0036
Si 8.1441 10.8852 17.7377 0.0057 -0.0031 -0.0094
Si 10.8742 13.6035 17.7136 0 0.0019 -0.0017
Si 13.5954 -0.0007 17.6833 0 -0.0021 -0.0016
Si 16.3214 2.7128 17.6582 -0.01 -0.004 -0.0011
Si 13.5873 5.4412 17.6978 0.0015 0.0012 0.0063
Si 16.3138 8.1673 17.6578 0.0169 0.0128 0.0001
Si 13.5864 10.8804 17.6833 -0.0021 0.0036 -0.0067
Si 16.3224 13.5922 17.6375 0.0003 0.0113 -0.0131
Si 19.0413 -0.015 17.6193 -0.0136 -0.0165 -0.0101
Si 21.7757 2.7166 17.6046 -0.0042 0.0015 -0.0062
Si 19.049 5.4424 17.6361 0.003 0.0081 0.0028
Si 21.7711 8.1539 17.6239 -0.0006 0.0117 0.0025
Si 19.0439 10.8702 17.6299 0.0064 0.0161 -0.0037
Si 21.7558 13.5816 17.6147 -0.0033 -0.0142 -0.003
Si 24.4911 -0.0033 17.609 0.0119 0.0057 -0.0099
Si 27.2086 2.7343 17.6233 -0.0002 -0.0007 -0.0069
Si 24.4971 5.4438 17.6089 -0.0094 -0.0004 -0.0117
Si 27.2118 8.1535 17.6405 -0.0078 -0.005 -0.0074
Si 24.4837 10.8689 17.6272 0.0138 0.005 -0.005
Si 27.2066 13.5823 17.6397 -0.0063 -0.0015 -0.0028
Si 29.9249 0.0045 17.6604 -0.0001 -0.0045 -0.001
Si 0.0057 2.742 17.6966 0.0131 0.0036 -0.0008
Si 29.922 5.4604 17.6709 0.0068 -0.0069 -0.0044
Si -0.0086 8.1618 17.697 -0.0011 -0.0167 -0.0087
Si 29.9339 10.8618 17.6742 -0.0093 0.0025 -0.0021
Si 0.01 13.587 17.695 -0.0065 -0.0053 -0.0035
Si 1.3756 1.3937 19.062 0.0017 -0.002 -0.0043
Si 4.0653 4.101 19.0983 0.0001 0.0024 -0.0083
Si 1.3484 6.8285 19.0837 -0.0067 0.0144 -0.0083
Si 4.0669 9.5237 19.119 -0.0138 0.0128 0.0013
Si 1.3668 12.2284 19.0735 0.0127 -0.0003 -0.0014
Si 4.0905 14.9746 19.0934 -0.0101 0.0035 0.0001
Si 6.8133 1.374 19.0953 0.0156 -0.0359 -0.0114
Si 9.4884 4.0796 19.0842 -0.0117 0.019 -0.0102
Si 6.7707 6.8036 19.1174 0.0014 0.0064 -0.0039
Si 9.4958 9.5142 19.092 -0.0021 0.0025 0.0038
Si 6.7878 12.241 19.1139 0.0093 0.0029 0.0076
Si 9.5173 14.9577 19.0892 0.0119 -0.0089 -0.0055
Si 12.2301 1.3538 19.0539 -0.0071 -0.0013 0.0021
Si 14.953 4.0596 19.0272 0.01 -0.0011 -0.0002
Si 12.2182 6.7933 19.0737 -0.0054 -0.0008 0.0081
Si 14.9476 9.5187 19.029 -0.0129 -0.0065 -0.0048
Si 12.2272 12.2302 19.0611 0.0117 -0.0081 -0.0045
Si 14.963 14.9369 19.0075 0.0091 -0.0129 -0.008
Si 17.6904 1.3377 18.9879 -0.0009 0.0005 0.0078
Si 20.4259 4.0746 18.9649 -0.0006 -0.0144 0.0029
Si 17.6811 6.8019 18.9933 -0.014 -0.0056 -0.0022
Si 20.4059 9.5078 18.98 0.0004 -0.0157 -0.0071
Si 17.677 12.2253 18.9844 -0.004 -0.0034 -0.0103
Si 20.3794 14.9226 18.9679 -0.0049 0.0229 0.0036
Si 23.1418 1.3657 18.9573 0.006 -0.0092 0.0063
Si 25.8647 4.109 18.9747 -0.0018 -0.0071 -0.0093
Si 23.1447 6.7961 18.9675 0.0326 -0.0244 -0.0105
Si 25.8451 9.5067 18.9818 -0.0004 0.0075 -0.0084
Si 23.1052 12.2156 18.973 -0.0176 0.0184 0.0044
Si 25.8391 14.9509 18.9689 -0.002 0.0076 0.0013
Si 28.5708 1.3946 18.9889 -0.015 -0.0021 -0.0066
Si 31.3018 4.1339 19.0398 -0.0093 -0.0051 -0.0011
Si 28.5704 6.8243 19.0345 -0.0102 0.0106 -0.004
Si 31.2759 9.5046 19.0686 0.0199 0.0079 -0.0077
Si 28.5664 12.2225 19.0066 0.0024 0.0041 0.0088
Si 31.2826 14.9592 19.0211 0.0059 0.0157 0.0014
Si -0.0016 0.0184 20.3663 0.0036 -0.0168 -0.002
Si 2.7073 2.757 20.4668 -0.0127 -0.0161 0.0109
Si -0.0117 5.4956 20.4566 0.0157 -0.0002 0.0003
Si 2.6954 8.1656 20.482 -0.0105 -0.0104 -0.0016
Si 0.0211 10.8422 20.4252 -0.0074 -0.0046 0.0057
Si 2.7306 13.5932 20.4313 0.0011 0.0037 0.0061
Si 5.4602 0.0202 20.4548 0.0014 0.0223 0.0048
Si 8.1455 2.7366 20.4856 0.0146 0.0106 0.0186
Si 5.4072 5.4474 20.4912 -0.0099 0.0027 -0.0042
Si 8.1267 8.1714 20.4743 0.0022 -0.0006 -0.0054
Si 5.4283 10.8806 20.4889 0.013 0.0014 -0.0069
Si 8.1562 13.6088 20.4662 -0.0047 -0.01 0.0027
Si 10.8743 0.0087 20.4396 0.0014 0.0078 0.009
Si 13.6016 2.6986 20.4053 -0.0046 0.008 0.0135
Si 10.839 5.4373 20.4386 -0.0023 -0.0113 0.008
Si 13.5868 8.1707 20.405 0.0215 0.0162 0.0102
Si 10.8568 10.8835 20.4355 -0.0055 0.0108 -0.0053
Si 13.6071 13.5944 20.3904 -0.0075 -0.0006 -0.003
Si 16.3465 -0.045 20.3454 -0.0073 -0.004 0.0015
Si 19.0634 2.7132 20.3092 0.006 0.0036 0.0078
Si 16.318 5.4415 20.3461 0.0024 0.0055 0.0075
Si 19.044 8.1615 20.3419 0.0009 0.0106 0.0102
Si 16.3081 10.8988 20.3595 0.02 0.0108 0.0005
Si 19.0395 13.5497 20.356 -0.0132 0.0013 0.0137
Si 21.7622 -0.0199 20.2593 -0.0011 0.0001 -0.009
Si 24.5085 2.7432 20.3053 0.0025 0.009 0.0024
Si 21.801 5.4267 20.3123 -0.0002 0.0044 0.0024
Si 24.4821 8.1601 20.34 0.0036 -0.0018 0.0065
Si 21.7593 10.8513 20.3516 0.0087 0.0206 0.012
Si 24.4721 13.5755 20.3053 0.0186 -0.0036 0.0084
Si 27.208 0.0061 20.3 -0.0141 0.0037 0
Si 29.9121 2.7853 20.3476 0.0156 0.0024 -0.0002
Si 27.1846 5.4822 20.3691 -0.0118 -0.0322 -0.0024
Si 29.923 8.1502 20.4501 -0.0076 -0.0098 0.0039
Si 27.2279 10.824 20.3464 -0.0228 -0.0017 -0.0058
Si 29.93 13.5797 20.3622 -0.0043 -0.0085 0.008
O 2.6061 -0.033 27.5639 0.1656 -0.0276 0.4919
O 28.0136 1.2515 30.1643 0.3483 -0.1396 0.7072
O 11.9601 13.674 38.0398 -0.4381 -0.5049 -0.1813
O 1.4617 6.1726 30.6532 0.1742 0.0367 0.0317
O 20.5106 14.7592 32.6142 0.2383 -0.2501 -0.5947
O 7.8484 1.0897 33.0687 -0.4168 0.2992 0.1742
O 6.4082 11.7161 29.7758 0.3648 0.2082 -0.1813
O 2.8669 6.1557 28.3899 -0.0484 -0.0984 -0.2009
O 29.7982 5.3429 27.582 -0.1837 0.2573 0.4133
O 3.4068 7.143 37.6273 0.0357 -0.3093 -0.5194
O 4.1625 12.574 28.6606 -0.194 0.1237 0.2703
O 9.8731 7.2481 28.4967 -0.3925 0.0648 0.3278
O 18.2437 14.7959 33.8422 -0.2849 -0.348 0.2708
O 4.7203 11.2228 35.0635 0.077 -0.4443 -0.0818
O 16.512 2.0198 36.2985 -0.4683 0.1508 0.1935
O 21.7829 13.5235 27.3369 -0.0621 -0.1091 0.3306
O 13.3219 6.5113 34.8968 -0.0181 0.0608 0.1304
O 11.716 9.1553 28.4761 -0.2796 0.4015 0.3087
O 13.2581 16.1954 28.1747 -0.1307 0.4858 0.1132
O 17.6048 15.0196 28.5554 -0.5223 0.3359 0.1289
O 7.8304 0.584 30.5406 -0.4595 -0.1893 -0.0321
O 7.2903 -0.0022 28.0148 -0.144 0.4702 0.0436
O 12.8615 4.1405 28.4071 0.2269 -0.3204 0.4028
O 15.9109 5.6045 31.4494 0.1515 -0.134 0.0717
O 25.3282 14.5525 36.2458 0.6842 0.183 0.2164
O 19.2991 0.0857 27.392 -0.0516 -0.0005 0.4556
O 21.0539 0.2473 30.6976 -0.1985 -0.307 -0.1485
O 23.7213 14.7332 28.4616 -0.219 -0.5814 0.4865
O 16.2351 7.897 27.3447 -0.2304 0.1336 0.2214
O 25.7602 12.0164 28.4372 0.408 0.0706 0.5952
O 17.0125 15.7184 37.2627 -0.1444 -0.2116 -0.4713
O 28.5083 3.5889 28.9313 -0.1878 -0.0046 0.154
O 28.2624 10.0132 28.896 -0.1772 0.0066 0.1076
O 29.9824 11.2621 27.5907 -0.0506 -0.0821 0.379
O 19.6679 0.9511 32.7889 -0.1155 0.0817 -0.1931
O 0.2772 13.2491 31.3814 -0.2977 -0.1257 -0.1883
O -0.0432 2.819 31.5546 0.13 -0.3354 -0.2068
O 1.3645 8.8226 37.5754 -0.411 -0.2566 -0.1654
O 25.7637 0.4082 34.8306 0.4634 -0.0344 -0.3023
O 17.533 7.4363 30.4651 -0.0633 -0.2775 -0.333
O 30.6394 6.0169 34.7847 -0.2587 0.3145 -0.5561
O 8.8681 1.1825 37.5348 -0.2273 -0.0743 -0.2413
O 31.4411 14.6026 36.8367 0.0469 0.3029 0.0214
O 31.1496 0.0159 28.0782 -0.2634 -0.0782 0.3595
O 1.1372 7.0423 33.1709 -0.239 0.024 0.0521
O 0.8891 9.5433 28.7481 -0.6058 -0.4119 0.027
O 10.1278 5.9705 38.675 0.2153 -0.1389 0.2619
O 19.2289 6.7624 37.4967 0.114 -0.1953 -0.1401
O 10.2061 11.1198 38.5695 -0.0764 -0.1354 -0.667
O 21.5357 16.1753 38.277 -0.1872 0.1347 -0.2063
O 29.3302 6.5938 30.6597 -0.2897 -0.2372 -0.0832
O 3.6525 1.5353 37.0335 0.1084 -0.4136 -0.2417
O 18.7573 5.0953 27.5769 -0.2291 0.085 0.6775
O 6.441 14.8095 37.2753 0.0187 0.3759 -0.2316
O 17.6539 4.327 34.7515 -0.4859 0.3482 0.1461
O 22.1527 2.7012 30.5991 -0.2717 0.2485 0.6948
O 20.9198 4.0153 35.8099 -0.2701 0.3437 0.0538
O 24.9194 5.0834 34.9351 0.5105 -0.1802 -0.0378
O 9.3475 0.248 35.0801 0.5232 -0.4559 0.2643
O 25.1147 12.2541 37.4644 -0.1646 -0.2384 -0.3954
O 18.0069 15.4503 31.2094 0.2049 0.6047 0.064
O 22.3043 10.4247 31.5664 -0.1016 0.0265 -0.0587
O 14.1124 7.0548 37.3899 -0.2384 -0.0801 0.0193
O 24.0443 8.2063 38.1875 -0.0962 0.1759 -0.0271
O 28.3396 15.8255 28.2545 0.3683 -0.0975 0.4973
O 12.0229 4.1849 34.6777 -0.0418 0.1336 0.1576
O 27.0437 16.0991 38.2658 0.0221 0.0934 -0.2004
O 26.243 7.1538 28.4353 0.2706 -0.1582 0.2135
O 15.8336 10.7902 38.3772 0.1926 -0.2366 -0.3941
O 26.9956 7.893 30.7661 -0.2692 0.0536 0.4478
O 6.5765 3.5363 28.7786 -0.1912 -0.2214 0.08
O 13.5854 9.0283 35.6964 0.0551 -0.0478 0.143
O 3.1714 4.1909 30.0929 0.2475 0.134 0.3176
O 4.5478 14.8112 35.3771 -0.2477 -0.1989 0.2306
O 11.2459 1.8806 33.6468 -0.1636 -0.2658 0.0385
O 20.5882 6.5531 28.7277 -0.1137 -0.4531 0.3606
O 12.8553 14.008 35.6987 -0.2839 0.2741 0.1069
O 22.2529 10.0072 37.2784 0.0783 0.1257 -0.588
O 6.5273 13.0736 35.2728 0.4865 -0.222 0.2647
O 24.8007 3.2366 30.3157 0.249 -0.534 -0.273
O 11.2525 8.7507 32.6644 0.3891 0.0451 -0.1065
O 12.4489 10.7161 34.0014 0.1243 0.1627 -0.4636
O 24.3496 11.5867 30.5319 0.5675 -0.0026 0.2484
O 23.0894 13.9954 37.5168 -0.2853 -0.1355 -0.2224
O 24.5115 0.539 27.3817 -0.5451 -0.0938 -0.3192
O 30.425 12.3474 37.7267 -0.4457 -0.1843 -0.195
O 17.9267 3.7983 37.2851 0.6551 0.1177 -0.1766
O 18.7217 11.3817 33.2663 -0.4582 0.1169 0.0168
O 15.701 7.481 35.3703 0.2948 -0.5836 -0.0297
O 2.4656 8.0203 35.2969 0.3526 0.4103 -0.5659
O 29.5607 10.5623 35.4604 -0.5212 0.2071 -0.1533
O 15.4125 12.3282 28.5228 0.4026 -0.2321 0.4017
O 9.2851 7.0592 31.8528 0.0147 -0.3143 -0.6715
O 9.053 14.9307 29.2543 -0.2225 0.0079 -0.2454
O 5.0165 2.5585 30.7674 0.2487 -0.5501 0.6616
O 29.023 2.0807 36.1846 -0.1964 -0.4886 -0.0797
O 27.8673 4.2216 37.2402 -0.1699 0.5029 0.0654
O 10.7674 9.1858 35.147 -0.2709 -0.1747 0.0667
O 30.917 4.0559 33.0994 0.191 0.1514 0.1533
O 20.3708 11.812 37.5647 0.4158 0.0685 -0.2619
O 23.8641 12.6681 35.2189 -0.2959 -0.5117 -0.0806
O 14.772 12.7804 31.0935 -0.4019 -0.4011 0.0031
O 19.6857 13.9715 29.7842 0.2091 0.3473 -0.1719
O 26.7962 1.6782 27.916 0.3833 0.6835 0.1977
O 22.6373 3.1758 37.533 0.684 0.0345 -0.4006
O 3.7356 9.6582 36.8768 0.6266 -0.0665 0.3339
O 0.0262 5.0087 38.5247 -0.1019 -0.1446 -0.1412
O 14.4013 12.9143 37.6163 0.1847 0.158 -0.422
O 2.0549 2.9626 38.3951 -0.156 -0.1052 -0.5449
O 20.2649 11.7972 28.4301 -0.0694 -0.3811 0.224
O 0.6944 14.8098 28.3471 0.4048 -0.4704 0.6389
O 2.3893 1.8658 30.993 -0.0046 -0.5312 -0.2502
O 20.6517 15.5903 35.0462 -0.1052 0.1156 0.4167
O 0.6518 13.4852 35.2189 0.0551 0.2545 -0.4918
O 24.215 2.5352 35.1659 -0.3298 -0.1649 0.3875
O 7.7619 7.2834 38.6258 -0.5516 -0.245 0.4579
O 16.8169 7.5611 33.0167 -0.1328 0.1259 0.0159
O 10.6208 15.9481 38.5137 0.1662 0.0895 -0.2936
O 2.1616 3.6603 32.8745 -0.3101 0.03 -0.3375
O 3.7495 1.9705 28.6542 0.2339 -0.1031 -0.0505
O 14.8471 11.2871 35.3073 -0.0661 0.2519 0.0751
O 13.3215 1.8795 35.2686 0.3654 0.0398 0.4989
O 25.6128 6.5967 36.9759 0.4365 -0.1189 -0.0012
O 2.4431 5.4735 34.7468 0.1041 -0.0565 0.509
O 5.5889 10.9965 0.1122 -0.0597 -0.0013 -0.2952
O 5.8517 5.068 30.7353 -0.0441 0.3519 -0.4591
O 26.694 2.7784 35.3274 -0.2094 0.2381 -0.2702
O 11.5663 14.3343 28.6471 0.3422 0.0143 0.1444
O 18.2697 7.9623 35.309 0.3198 -0.1312 -0.432
O 15.984 5.3789 38.259 0.0025 0.078 -0.1803
O 2.302 15.3045 33.8941 0.1408 -0.7167 -0.0908
O 12.4333 6.6854 28.3402 0.174 0.1057 -0.4852
O 1.0255 4.3652 28.7205 -0.1105 -0.2321 0.3489
O 29.2124 9.1694 31.1641 0.8076 0.045 0.104
O 30.6129 11.459 33.1711 0.3368 -0.3593 -0.0703
O 7.0316 3.5588 37.7506 0.5333 -0.3115 0.0784
O -0.1966 15.3592 32.8492 -0.3079 0.34 0.2146
O 21.486 6.2472 34.4038 -0.6827 0.4509 0.2767
O 3.7506 12.2492 37.3931 0.0146 0.4665 -0.2446
O 16.1373 12.165 33.298 0.561 -0.2123 -0.4089
O 31.3741 1.359 37.3218 0.18 -0.4198 -0.3386
O 28.8501 14.3955 37.3163 -0.2887 0.2214 -0.2693
O 11.5758 6.151 32.926 -0.3431 -0.2166 0.0921
O 18.6215 2.0237 34.9529 0.303 -0.2833 0.0469
O 2.1047 11.2808 35.653 -0.0487 -0.1952 -0.0323
O 23.2428 12.6538 32.6509 -0.6276 0.2424 0.2298
O 6.9655 15.5816 34.7514 -0.1946 0.2806 -0.0996
O 23.0865 5.2048 30.5727 -0.6374 0.1715 -0.0097
O 8.3559 2.6512 35.5447 0.1303 0.1909 -0.6129
O 13.7854 13.3707 33.3881 0.018 -0.4632 -0.1268
O 20.0855 4.247 33.4281 0.0971 -0.3182 -0.2461
O 27.1032 10.7872 31.2075 -0.4739 -0.0543 -0.1858
O 1.3431 14.655 37.4372 0.3531 0.0749 -0.3207
O 14.5095 1.5393 33.0312 0.3924 -0.0783 0.0248
O 8.1274 13.1435 38.4616 -0.2444 -0.0516 -0.3947
O 21.6822 7.966 30.8223 0.1409 -0.2402 0.0463
O 0.2122 16.2768 0.115 -0.0658 -0.0251 -0.1332
O 30.1203 13.0381 35.2607 -0.1239 0.3949 -0.3815
O 7.1982 7.1171 36.0877 -0.6718 0.0992 -0.315
O 6.3182 13.9021 28.2678 0.0503 -0.1757 0.1439
O 7.4581 3.0887 31.301 0.3611 0.3056 0.3298
O 4.0258 0.8736 34.4669 0.1301 0.2134 -0.291
O 17.398 9.5949 28.6787 0.0403 0.5905 0.3279
O -0.3342 10.6548 38.4474 -0.0334 0.2029 -0.1949
O 24.9709 14.4274 33.6432 -0.0365 0.3257 -0.6517
O 30.0054 3.211 38.2586 0.481 -0.018 0.4887
O 12.4261 2.1029 31.384 -0.013 0.6155 -0.2503
O 18.0082 3.0037 32.5598 -0.4431 -0.0508 -0.5605
O 2.9255 13.2644 31.7954 0.0503 0.0289 0.1208
O 5.1784 5.3627 38.4479 -0.1279 -0.0406 -0.2855
O 19.9214 13.1323 34.8021 0.2382 0.0321 0.3718
O 25.639 11.8656 33.3016 0.0559 0.0393 -0.1437
O 23.5288 10.7259 28.1529 -0.2836 0.2734 -0.1252
O 23.3323 15.7938 35.2506 -0.0299 -0.1242 0.5716
O -0.213 2.4104 27.6453 -0.1112 0.0013 0.4818
O 25.3584 1.4793 37.261 -0.4686 0.4287 -0.0931
O 8.1851 5.4014 27.7508 0.1289 0.0517 0.5317
O 6.6696 9.3124 37.5613 -0.3203 0.351 -0.5123
O 9.1543 8.6672 36.9913 0.11 0.141 0.1571
O 7.2413 9.395 28.8629 0.1329 -0.4171 0.2723
O 17.3406 8.7633 37.5839 -0.2486 -0.2769 -0.1235
O 14.2904 0.5378 30.6522 -0.095 -0.3945 0.2831
O 25.9184 16.0468 29.4377 0.196 -0.2365 0.3528
O 9.7245 10.7485 33.3135 0.0375 0.6756 -0.2535
O 19.7371 11.6317 30.955 0.1907 0.1378 0.2227
O 8.2527 11.0136 27.2656 -0.0421 0.0564 -0.096
O 1.7179 11.2079 30.7052 0.3364 0.2386 -0.2967
O 8.9207 15.0002 32.9745 -0.243 -0.2757 -0.2571
O 20.2682 10.6794 35.2983 0.0875 -0.1418 -0.612
O 27.1506 9.7921 33.6301 -0.3476 -0.0942 0.2079
O 15.0649 14.7545 29.3761 0.0004 0.0199 0.1585
O 27.3043 3.4864 31.2839 0.2788 0.0336 0.6078
O 1.1371 1.2655 33.28 -0.2125 0.1371 0.3741
O 14.8501 5.8748 28.175 0.2682 -0.3219 0.4249
O 32.1488 11.2006 35.2021 0.1733 -0.4716 0.0165
O 13.588 10.7862 27.6132 0.1484 0.1274 0.1942
O 22.7074 4.05 33.7965 -0.2396 -0.0054 -0.2915
O 31.1409 13.5458 28.3479 -0.0431 -0.1724 0.5197
O 31.7648 7.0853 31.4936 -0.3395 0.2025 0.3057
O 6.7572 4.6428 35.3888 -0.6837 0.1309 -0.5259
O 28.2818 7.4722 32.9595 -0.0274 -0.562 0.0261
O 23.4165 0.6631 29.7436 0.1616 0.3157 0.6081
O 5.8643 2.1384 35.8652 0.2614 -0.5431 0.0915
O 17.6415 11.7393 35.4841 -0.0898 0.0232 0.3922
O 24.4206 7.5141 30.3918 -0.3772 0.3263 -0.1192
O 14.7942 0.6218 37.6931 -0.0284 -0.2108 -0.1815
O 9.5287 1.1249 28.6262 0.0819 0.0663 0.5123
O 15.8982 14.6782 32.5967 -0.1393 0.549 0.0298
O 11.0199 2.716 27.4045 -0.2022 0.0323 0.5521
O 30.8967 6.4287 37.3837 -0.2337 0.048 -0.1826
O 22.1356 0.4081 33.1605 0.6686 0.2656 -0.2459
O 8.0547 8.692 33.4469 0.0063 -0.0759 0.6102
O 11.6387 9.0996 37.6581 0.5666 -0.2207 -0.1026
O 1.2961 11.795 33.2743 -0.1944 -0.2614 0.1063
O 14.7692 3.2248 31.0716 0.5937 -0.1033 -0.5973
O 24.428 5.5176 27.5057 -0.1764 0.1522 0.4113
O 20.0281 9.3628 32.3253 -0.421 -0.5193 0.4617
O 7.966 10.3114 31.3485 0.4245 0.025 -0.2368
O 22.215 8.5934 33.4147 0.1173 0.3302 0.3663
O 31.0922 3.5714 35.7357 0.6458 -0.113 -0.0914
O 25.148 3.3858 32.9028 -0.1433 -0.3977 0.1764
O 29.1446 9.1671 37.6929 0.5628 -0.4048 -0.0222
O 9.7947 12.4892 28.7339 -0.2061 -0.3169 0.2649
O 3.1897 9.1667 29.9005 0.2477 0.2177 0.0064
O 27.208 13.7211 27.3323 -0.1631 -0.182 0.417
O 11.5852 4.4198 37.4038 0.3131 -0.3042 -0.3916
O 22.9973 3.6229 28.4027 -0.3345 -0.1901 -0.0484
O 11.0567 6.8858 36.3923 0.6337 -0.2203 -0.3967
O 17.1413 13.2133 30.2419 0.1703 -0.5209 0.5357
O 5.2253 13.895 30.6462 0.1305 0.5761 -0.09
O 0.3348 16.071 35.3266 -0.3054 0.4291 0.2743
O 11.4811 7.4463 30.5591 0.3767 0.1524 -0.0387
O 2.6359 10.9461 27.5152 -0.0502 0.2122 0.1726
O 10.8728 2.1832 36.1278 0.247 0.1198 0.4655
O 30.3801 13.805 32.1097 -0.3752 0.3975 -0.0247
O 15.289 0.052 35.2201 -0.0231 -0.298 -0.4342
O 16.5851 9.7195 34.2531 0.0367 0.0228 -0.5272
O 21.9742 12.7296 30.3247 0.2432 0.5234 -0.0325
O 9.7852 2.1043 31.5184 0.1603 0.5457 -0.3585
O 4.5638 15.1759 32.764 0.5325 0.5478 -0.2489
O 21.9367 8.6802 28.237 0.0947 -0.304 -0.1061
O 6.5732 6.746 32.5134 0.0104 0.1806 0.0546
O 28.2032 12.2923 32.9605 -0.2433 0.5732 0.1713
O 4.9165 7.7368 28.6429 0.1957 0.097 -0.1407
O 20.2269 2.0284 37.5245 -0.7277 -0.0812 -0.4165
O 17.7852 9.9234 31.2051 -0.6294 0.2711 0.3345
O 28.3054 8.267 35.4526 -0.0108 -0.4002 0.2199
O 1.0466 8.7655 31.2705 -0.3232 0.1606 0.5431
O 21.7963 1.5664 35.5304 0.1305 0.2861 -0.1603
O 8.546 6.1576 34.0937 0.5919 -0.175 -0.1798
O 27.0217 10.7211 38.3327 -0.0647 0.0143 -0.4153
O 30.9267 8.4278 35.811 0.448 0.244 -0.4151
O 10.4439 13.7649 31.058 -0.041 -0.4982 0.035
O 31.2268 4.7742 30.5007 0.3775 -0.3168 -0.2365
O 21.3015 5.275 38.394 0.1026 -0.0294 -0.4445
O 3.7845 3.3667 34.9588 0.0272 0.3537 -0.0695
O 11.0316 16.1807 31.8984 0.3409 -0.0647 -0.1485
O 13.0979 15.8935 33.926 -0.1074 0.0318 -0.4909
O 0.3148 6.6885 35.6902 -0.0521 -0.0886 0.5102
O 9.1069 5.1955 36.4246 -0.213 -0.4536 -0.1103
O 29.4942 11.7108 30.7278 0.4177 0.369 -0.6067
O 16.7426 3.0186 27.5059 -0.172 -0.0043 0.5348
O 21.185 1.5298 28.4228 -0.2496 0.3042 0.1805
O 31.3517 6.8824 28.8849 0.166 0.3939 0.2713
O 4.3196 7.1157 31.2018 -0.2385 0.1211 0.2961
O 13.5519 5.5148 30.4744 -0.1368 0.3194 0.1228
O 15.5193 1.0105 28.5125 0.1789 0.1893 0.5606
O 18.3031 5.6337 32.3506 0.5722 0.0217 -0.1835
O 29.8731 2.7148 31.111 -0.0682 -0.4615 0.3741
O 5.6031 9.3348 30.7742 -0.2004 0.0695 0.6578
O 28.7633 4.223 34.6897 -0.2999 0.4079 -0.6845
O 25.5736 5.4663 31.4294 0.4762 0.2929 -0.0424
O 12.5758 11.4832 36.4876 -0.6098 -0.3808 0.0943
O 17.1129 0.6567 33.1303 -0.4419 0.3087 -0.2162
O 5.215 12.6388 32.9509 -0.2599 -0.0459 -0.2967
O 23.6813 7.3603 35.2662 -0.141 0.52 0.4436
O 7.0994 11.0533 33.7654 0.0448 -0.1861 0.2319
O 13.8765 4.832 32.968 0.5287 -0.2342 0.0452
O 25.5202 9.5271 29.2556 0.0585 -0.153 -0.4043
O 23.5972 6.5498 32.7611 -0.0862 -0.3018 0.1854
O 18.6093 13.6739 38.1867 0.1837 -0.1841 -0.2212
O 19.6172 8.8235 29.5573 -0.1229 0.4654 0.0975
O 11.2877 14.0827 33.5304 -0.2741 -0.2206 0.4727
O 31.6223 15.2431 30.342 -0.3732 0.3774 0.2329
O 13.1962 2.5986 38.3964 -0.0661 0.0657 -0.6166
O 26.1236 7.4142 34.4565 -0.0584 -0.0515 -0.3033
O 19.8241 9.1888 37.2748 0.1039 -0.1962 0.2689
O 4.4018 5.1451 32.9911 0.2122 0.1215 0.1394

Results
total energy: -218726.884 eV
total energy less fixed offsets of O -438.35, Si -107.03 eV per atom: -8.164 eV
